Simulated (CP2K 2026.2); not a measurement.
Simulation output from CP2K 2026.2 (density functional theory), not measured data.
Periodic cell of 1182 atoms, Si850O332, from a study of silicon, its oxide and their interface. The atomic structure is a simulated model.
Doubt: the forces sum to 1.74 eV/angstrom along one axis rather than to zero, so they err by at least 0.0015 eV/angstrom per atom on average; the grid cutoff is modest.

Settings
functional: PBE
method: Gaussian and plane waves
basis set: DZVP-MOLOPT-SR-GTH
pseudopotentials: GTH-PBE
grid cutoff: 350 Ry, relative cutoff 50 Ry
k points: Gamma only
occupations: fixed
spin: none
net charge: 0

Cell vectors (angstrom)
a 16.4025 0 0
b 0 32.805 0
c 0 0 40.156

Atoms and the computed forces on them: element, x, y, z (angstrom), force x, y, z (eV/angstrom)
Si 16.144 0.0707 0.0613 0.062 -0.1091 0.2308
Si 2.8946 2.8258 40.049 -0.2661 -0.0044 0.2448
Si 0.5498 4.983 0.1437 -0.1009 0.1399 -0.3367
Si 2.693 8.4323 0.0581 -0.1494 -0.0762 0.0392
Si 0.4381 10.5709 0.0168 0.0937 -0.0554 0.0187
Si 2.7521 13.7882 0.3489 -0.058 -0.0659 0.1324
Si 15.6672 17.0882 0.3192 0.0984 -0.1505 0.0786
Si 2.388 19.2483 40.0026 -0.1288 -0.0453 -0.0483
Si 0.1716 21.4214 0.2479 0.054 -0.0898 -0.1192
Si 3.0031 23.6528 39.838 -0.0514 -0.0053 0.0498
Si 16.2426 27.4997 39.8515 0.0694 0.0516 -0.1377
Si 3.1863 29.9356 0.1588 -0.0551 0.3007 0.1102
Si 5.928 32.7104 0.0706 -0.1828 0.2948 0.5595
Si 7.6331 2.4921 39.9023 -0.0571 -0.2068 0.3784
Si 5.598 5.0121 40.1418 0.1557 0.2705 0.4213
Si 7.8763 8.5464 40.009 0.0507 -0.1676 0.04
Si 5.4838 10.7302 0.1437 -0.1091 0.1227 0.2643
Si 7.7396 13.9387 0.6393 -0.195 0.0881 -0.5122
Si 5.5767 15.9829 0.2041 0.132 -0.0087 -0.1136
Si 8.5556 18.3834 0.3522 -0.3069 0.4323 0.2302
Si 5.4268 21.6316 0.0109 0.0565 -0.0133 -0.2217
Si 8.2026 24.6476 39.7696 0.1285 -0.0221 -0.0433
Si 5.2583 28.7359 40.0422 0.2852 -0.2408 -0.1416
Si 12.072 31.6016 38.3584 0.3772 -0.3517 0.0193
Si 10.8241 32.4286 40.1371 -0.2846 0.1538 0.0692
Si 13.979 2.3448 39.94 -0.0245 -0.1555 0.0977
Si 11.0283 5.5522 40.0202 -0.0344 0.0766 0.4338
Si 13.2727 8.5135 40.0589 0.1142 -0.0696 -0.2115
Si 10.9676 10.7581 0.3021 0.0196 -0.1576 0.2651
Si 12.9755 13.3944 39.4709 -0.0641 -0.1161 0.2949
Si 10.236 16.6997 0.2862 0.0292 -0.6459 0.1608
Si 13.8548 18.7443 0.3702 -0.1674 0.1757 0.2205
Si 11.864 20.9382 39.4594 -0.1372 -0.2666 0.0483
Si 14.4515 23.699 39.7806 0.0411 0.1051 -0.0955
Si 10.7307 27.4064 39.7789 0.3107 -0.0718 0.0519
Si 13.9727 29.7627 40.0208 -0.02 -0.0242 -0.1418
Si 1.5197 1.2513 1.1983 -0.1187 0.0051 -0.3824
Si 4.1696 4.002 1.5078 -0.0354 -0.1119 -0.2539
Si 1.5017 6.7564 1.3759 0.0696 0.1363 -0.2416
Si 4.0473 9.5639 1.584 0.0592 -0.0625 -0.3554
Si 1.4355 12.1653 1.45 0.0373 -0.028 -0.2678
Si 4.1244 14.9876 1.7489 -0.0133 -0.0346 -0.322
Si 1.254 17.8081 1.4385 0.0182 0.0804 -0.1298
Si 4.032 20.3133 1.3359 -0.1134 -0.1439 -0.1596
Si 1.5134 22.9397 1.3797 0.0279 -0.0054 -0.1843
Si 4.2504 26.0387 1.2375 0.0619 -0.1465 -0.1508
Si 1.4716 28.6606 1.1458 -0.3682 -0.249 -0.0036
Si 4.3307 31.4777 1.4206 -0.0104 0.1233 0.0316
Si 6.8824 1.2962 1.6577 0.1585 0.081 -0.2483
Si 9.7692 4.0961 1.2269 0.1055 0.1216 0.0956
Si 6.8681 6.7245 1.1457 -0.0818 0.0103 -0.3076
Si 9.3566 9.5303 1.456 0.1112 0.146 -0.2803
Si 6.5443 12.2728 1.6827 -0.0014 -0.1014 -0.3153
Si 9.358 15.1389 1.801 0.0669 0.1008 -0.1155
Si 6.7256 17.5721 1.5437 0.0941 -0.2046 -0.2782
Si 9.6042 20.1323 1.4727 0.1972 -0.4356 0.1241
Si 7.0844 23.0088 1.0604 -0.0129 0.0356 0.0291
Si 9.4073 26.0856 1.0875 0.1041 -0.2072 0.0703
Si 7.2534 29.2959 1.2692 0.056 -0.1254 0.0313
Si 9.3193 31.0488 1.3535 -0.0196 -0.0716 0.3023
Si 12.27 1.1996 1.1586 0.0294 0.0245 0.0648
Si 15.076 3.9779 1.2087 -0.0032 -0.083 -0.0037
Si 12.2231 6.9496 1.3247 -0.0037 -0.0388 -0.1782
Si 15.0837 9.5007 1.2185 -0.1238 0.0117 -0.233
Si 12.1483 12.4361 1.3727 -0.1693 -0.0154 -0.1278
Si 14.8557 15.0831 1.3007 0.0071 0.0364 -0.2061
Si 12.1506 17.5792 1.4754 -0.0057 -0.0391 -0.0182
Si 15.0702 20.2597 1.6249 0.1497 0.09 -0.0263
Si 12.5073 22.8715 0.8145 0.2693 -0.0943 -0.0509
Si 15.1791 25.7201 0.9449 -0.0142 -0.0343 -0.0301
Si 12.3238 28.5273 1.0837 -0.0621 0.0692 -0.1494
Si 14.9969 31.3079 1.3791 0.1006 0.0775 -0.2716
Si 0.068 2.6234 2.6255 0.0377 0.0577 -0.0592
Si 2.8112 32.7729 2.6921 0.1591 0.1674 -0.1058
Si 16.3801 8.0915 2.6762 0.0442 0.0611 -0.1285
Si 2.7989 5.4235 2.7955 0.0809 -0.0039 0.1791
Si 16.3088 13.6275 2.6093 0.0979 0.0575 0.1687
Si 2.7011 10.887 2.9365 -0.0165 0.1002 0.0898
Si 0.0585 19.0622 3.0051 0.1262 -0.0222 0.0977
Si 2.6546 16.4295 2.8279 -0.1902 0.1224 0.0844
Si 0.1344 24.5353 2.5194 0.0639 0.018 0.0637
Si 2.8413 21.7138 2.8075 0.0185 -0.0014 0.1745
Si 0.0759 29.9682 2.609 0.1361 0.0165 0.0525
Si 2.7809 27.2924 2.608 0.139 0.1505 0.0472
Si 5.4849 2.6724 2.8931 -0.0295 -0.0501 0.082
Si 8.3314 32.6827 2.812 0.0571 0.0609 -0.0984
Si 5.4827 8.0625 2.7054 0.1853 -0.0255 -0.0469
Si 8.2614 5.4073 2.6038 -0.0295 -0.0044 -0.1204
Si 5.3345 13.5975 3.1304 -0.1034 -0.1509 0.088
Si 8.0696 10.9138 2.8671 0.0328 -0.0352 0.0727
Si 5.3873 19.0395 2.7701 0.0618 0.0075 0.0546
Si 8.0178 16.4109 3.1419 0.0189 0.0719 0.0224
Si 5.6585 24.4915 2.466 -0.1199 0.0899 -0.0931
Si 8.3175 21.742 2.6057 -0.1671 0.0164 0.1222
Si 5.671 30.1515 2.8116 -0.0111 0.0017 0.075
Si 8.1592 27.4218 2.5741 -0.0789 0.1085 -0.168
Si 11.0432 2.6622 2.6053 -0.0369 -0.091 0.0147
Si 13.6135 32.7002 2.6504 -0.1013 0.0202 0.1498
Si 10.8407 8.1952 2.7558 0.0108 0.1618 0.1705
Si 13.6757 5.4449 2.5633 -0.024 -0.1477 -0.1461
Si 10.8298 13.6808 2.8842 0.0697 -0.0879 0.0074
Si 13.6855 10.9878 2.6025 -0.0201 -0.0779 0.0371
Si 10.9891 18.9996 2.9553 -0.1628 0.0366 -0.1234
Si 13.5183 16.2472 2.8506 -0.0609 -0.149 0.045
Si 10.9572 24.4826 2.2648 0.0328 0.006 -0.2194
Si 13.6598 21.7946 2.6468 -0.0941 0.0948 0.0924
Si 10.9755 29.8852 2.6073 -0.017 0.0101 -0.1541
Si 13.704 27.0838 2.4186 0.0915 -0.0164 -0.0826
Si 1.3614 4.0365 4.0738 -0.0568 -0.0423 -0.137
Si 4.0807 1.3115 4.172 0.0274 0.0638 -0.0272
Si 1.292 9.4611 4.1376 -0.0118 0.0095 -0.0092
Si 4.1434 6.7743 4.1695 0.0432 -0.1043 -0.1008
Si 1.2516 14.992 4.1096 0.066 -0.0296 -0.1889
Si 3.9837 12.2039 4.3835 -0.0575 0.1317 -0.0091
Si 1.4247 20.4864 4.2534 -0.0295 -0.0092 -0.0169
Si 4.0434 17.745 4.2269 -0.0203 -0.0344 -0.154
Si 1.4295 25.9173 3.9754 -0.0464 -0.0675 -0.0184
Si 4.236 23.2199 3.9912 0.0302 -0.067 -0.1267
Si 1.4081 31.3772 4.0024 0.0809 -0.2278 0.0321
Si 4.1745 28.6826 3.9891 -0.0159 0.0325 -0.0681
Si 6.9059 4.0961 4.1029 -0.0183 0.0056 -0.1259
Si 9.6902 1.3342 4.0529 0.059 -0.0877 0.0024
Si 6.773 9.4515 4.176 0.0194 0.0161 -0.1777
Si 9.5441 6.7577 4.099 0.1057 -0.0367 -0.0854
Si 6.738 14.9553 4.4197 0.0977 0.0084 -0.0125
Si 9.5035 12.245 4.2093 -0.0006 0.0171 -0.0643
Si 6.8445 20.4702 4.034 0.0404 -0.0794 -0.0652
Si 9.5398 17.7475 4.3342 -0.1548 0.0538 -0.0014
Si 6.8637 25.9426 3.9269 0.0392 0.0068 -0.0001
Si 9.6613 23.2134 3.8861 -0.0622 -0.0991 -0.0904
Si 6.9372 31.4639 4.2483 -0.0886 0.0347 -0.032
Si 9.6245 28.5836 4.022 0.0334 0.0055 0.0587
Si 12.3677 4.0501 3.9867 -0.0349 0.0822 0.0272
Si 15.0501 1.2734 3.9964 0.0777 -0.0347 -0.1229
Si 12.2954 9.5944 4.0381 -0.0707 0.0215 -0.2001
Si 15.0093 6.7474 4.0347 -0.0143 0.0883 0.0266
Si 12.2204 14.954 4.2897 -0.0634 0.0649 -0.009
Si 15.014 12.278 4.0946 0.0073 -0.0143 -0.1997
Si 12.341 20.4874 4.1599 0.1314 -0.015 -0.0876
Si 14.9606 17.6617 4.1844 0.1888 -0.0521 -0.015
Si 12.2976 25.7884 3.8242 0.1199 0.0871 -0.0277
Si 15.0875 23.2167 3.9482 -0.0704 0.0064 -0.0846
Si 12.2853 31.3086 4.0085 -0.0168 0.171 -0.0218
Si 15.0484 28.5439 3.8793 0.0436 -0.0663 -0.1118
Si 0.0039 0.0103 16.4105 0.0161 -0.0133 -0.0015
Si 2.7207 2.718 16.4083 -0.0017 0.044 -0.0142
Si 16.3668 5.4346 16.4254 -0.0047 0.0221 0.0049
Si 2.7115 8.1816 16.4204 -0.0052 -0.0148 -0.0033
Si 16.3563 10.9166 16.4093 0.0151 0.0223 -0.0047
Si 2.7049 13.6746 16.3995 -0.0103 -0.0025 0.0037
Si 16.3684 16.4229 16.3944 0.0125 0.0036 0.0001
Si 2.7117 19.1779 16.363 0.0089 0.0142 -0.0093
Si 16.4023 21.9563 16.3432 -0.0394 -0.0008 -0.0255
Si 2.7493 24.6982 16.3609 -0.0273 -0.028 -0.002
Si 0.0246 27.4194 16.3783 -0.0267 -0.0065 -0.0025
Si 2.7514 30.1161 16.4074 0.0117 -0.0029 0.0075
Si 5.4822 0.0156 16.4156 -0.0194 0.0071 0.0098
Si 8.2052 2.726 16.4297 -0.0172 0.0046 0.008
Si 5.4671 5.4524 16.4223 -0.0029 -0.0013 0.0003
Si 8.2018 8.1926 16.4236 -0.01 -0.006 0.006
Si 5.4456 10.9273 16.4098 -0.0115 0.0082 -0.0026
Si 8.1736 13.6634 16.3806 0.0063 0.0231 -0.0081
Si 5.4495 16.4233 16.3716 -0.0178 -0.0011 -0.0084
Si 8.192 19.1728 16.3778 -0.0027 -0.0028 -0.0115
Si 5.4596 21.9292 16.3629 0.0115 -0.0027 -0.0128
Si 8.2138 24.6794 16.3782 0.0045 -0.012 -0.0036
Si 5.488 27.4239 16.3891 -0.0482 -0.0152 -0.0083
Si 8.225 30.1301 16.4043 -0.0311 -0.0117 0.0053
Si 10.9407 0.0245 16.4254 -0.0342 0.0098 0.0021
Si 13.6462 2.7149 16.4304 -0.0075 0.0281 0.0043
Si 10.9225 5.4447 16.4271 -0.014 0.0102 0.0024
Si 13.636 8.1682 16.4176 0.0082 0.0095 0.0027
Si 10.9165 10.9273 16.4075 -0.0173 0.0069 0.0037
Si 13.6305 13.6673 16.4135 0.0067 0.0052 0.0107
Si 10.9028 16.4156 16.3815 0.0006 0.0099 -0.0003
Si 13.6527 19.1873 16.3653 -0.0055 0.0004 -0.0055
Si 10.9411 21.9419 16.3767 -0.0004 -0.0101 -0.0078
Si 13.6924 24.6942 16.3764 -0.0034 -0.0096 0.0089
Si 10.9663 27.422 16.3796 -0.0417 -0.0102 -0.0176
Si 13.6901 30.1265 16.3972 -0.0268 -0.0044 -0.0065
Si 1.3516 1.374 17.7946 0.0172 -0.0001 0.0011
Si 4.0821 4.0878 17.7708 -0.0331 -0.0486 -0.0242
Si 1.326 6.8195 17.7747 0.0452 0.0299 -0.0116
Si 4.0714 9.5717 17.7794 0.026 0.0088 -0.0057
Si 1.3133 12.3112 17.7507 0.0027 -0.0095 -0.0219
Si 4.0826 15.0614 17.742 0.0326 0.0421 0.0039
Si 1.3379 17.8162 17.7306 0.0002 -0.0194 0.0039
Si 4.0761 20.5626 17.7102 -0.0183 -0.0464 0.0075
Si 1.358 23.3425 17.6965 0.0408 -0.0108 0.0028
Si 4.0972 26.0792 17.7398 0.0802 0.0171 -0.0033
Si 1.3677 28.7796 17.7822 -0.0013 -0.0431 0.0018
Si 4.1128 31.4751 17.7959 -0.0171 -0.0111 -0.0139
Si 6.844 1.3685 17.8099 0.0033 0.0189 -0.0034
Si 9.5622 4.0935 17.8122 0.0059 0.0302 -0.0147
Si 6.8373 6.8292 17.791 -0.0355 0.0046 -0.0035
Si 9.5663 9.572 17.7929 0.0117 0.0245 0.0044
Si 6.8187 12.3042 17.762 -0.0086 0.0181 0.0087
Si 9.5329 15.0361 17.7392 -0.0499 -0.0529 0.0029
Si 6.8239 17.7871 17.7303 0.006 0.0448 0.0079
Si 9.5606 20.5663 17.7213 -0.0139 -0.0124 -0.0071
Si 6.8222 23.3117 17.7195 -0.0177 -0.0331 -0.0015
Si 9.59 26.0661 17.7268 0.0299 0.0086 -0.0097
Si 6.8493 28.7886 17.7734 0.059 0.0384 -0.0131
Si 9.5717 31.4904 17.8078 0.0344 -0.0002 -0.0076
Si 12.2861 1.3754 17.8342 -0.0023 0.0064 0.0094
Si 14.9854 4.0888 17.8099 0.0343 -0.0102 0.0101
Si 12.2734 6.8171 17.8028 -0.0101 -0.0251 -0.0043
Si 14.977 9.5585 17.7781 0.0048 -0.0174 0.0046
Si 12.2612 12.3015 17.7887 0.0016 -0.0078 0.0182
Si 14.9936 15.0558 17.7656 -0.0079 0.008 -0.0061
Si 12.2742 17.8104 17.7131 0.001 0.004 0.0019
Si 15.0253 20.5927 17.687 0.054 0.0327 -0.0147
Si 12.3118 23.3335 17.7275 -0.0301 -0.0371 0.0149
Si 15.0543 26.0798 17.7452 0.0428 0.005 0.0076
Si 12.3184 28.7902 17.7698 0.0432 -0.0152 0.0094
Si 15.0429 31.4751 17.7994 -0.0058 0.0189 0.0077
Si 16.3594 2.7207 19.164 0.0068 0.0312 0.0053
Si 2.7319 0.0245 19.1673 0.0189 -0.0076 0.0161
Si 16.3376 8.1823 19.1278 0.0187 -0.0253 0.0002
Si 2.7022 5.4528 19.1227 0.0219 0.0077 -0.0055
Si 16.3495 13.6705 19.1294 0.0832 -0.0136 0.0378
Si 2.6695 10.9483 19.1133 -0.0391 0.0599 0.0201
Si 16.3743 19.2334 19.049 -0.0516 0.0185 0.016
Si 2.6993 16.4338 19.0903 0.0004 0.0425 0.0139
Si 0.0461 24.7342 19.0904 -0.0583 -0.0322 -0.0105
Si 2.7003 21.9592 19.0408 -0.0138 0.0449 -0.0109
Si 0.0144 30.1361 19.187 0.0402 -0.0019 0.015
Si 2.7546 27.442 19.1474 -0.0696 -0.0027 0.0262
Si 5.4544 2.7408 19.1462 -0.039 0.0882 -0.0196
Si 8.2127 0.0306 19.2196 -0.0257 0.0084 0.0425
Si 5.4696 8.2203 19.1355 -0.029 -0.0215 0.0076
Si 8.2203 5.4897 19.1777 0.0298 -0.0578 0.0263
Si 5.455 13.6958 19.1056 0.0007 -0.042 -0.0021
Si 8.2018 10.9604 19.1431 -0.0089 -0.0181 -0.003
Si 5.4459 19.179 19.0519 -0.002 0.0052 -0.0073
Si 8.1755 16.4025 19.105 0.0267 -0.0117 -0.0106
Si 5.4625 24.7004 19.072 -0.0262 0.0025 -0.0074
Si 8.1996 21.9517 19.0731 0.037 -0.0197 0.0072
Si 5.5091 30.1531 19.1797 -0.0429 -0.0403 0.0483
Si 8.241 27.429 19.1064 0.0016 -0.0616 0.0038
Si 10.9034 2.7363 19.2173 0.0127 0.0315 0.0381
Si 13.6768 0.0174 19.1942 0.0457 -0.0507 -0.0089
Si 10.9455 8.2209 19.1725 -0.0431 -0.0195 0.0165
Si 13.5979 5.4367 19.196 -0.0132 0.0758 0.0033
Si 10.8786 13.6823 19.135 -0.0337 0.0708 -0.0336
Si 13.6175 10.9242 19.1658 0.0148 0.0469 0.0113
Si 10.924 19.1891 19.0727 -0.016 0.02 0.0385
Si 13.6182 16.4536 19.0985 0.0032 -0.0257 0.0305
Si 10.9757 24.7361 19.0929 -0.0714 -0.0098 0.0034
Si 13.6934 21.9682 19.0671 0.017 -0.0727 0.0072
Si 10.9675 30.1512 19.1644 -0.0592 0.0215 -0.0236
Si 13.7172 27.4621 19.1333 -0.0747 0.0124 -0.024
Si 1.3235 4.1001 20.4933 0.0391 -0.0053 -0.0254
Si 4.1098 1.3752 20.533 -0.0229 0.0192 0.0496
Si 1.2709 9.5883 20.4686 0.0722 0.0017 0.0088
Si 4.0659 6.8495 20.453 -0.0243 -0.0306 -0.0929
Si 1.3285 15.0615 20.4585 -0.0607 -0.0673 -0.0117
Si 4.0411 12.3524 20.4337 0.0446 0.0067 -0.005
Si 1.3211 20.6225 20.4098 -0.0002 -0.0327 0.0533
Si 4.0751 17.8242 20.4253 0.0597 -0.0202 0.0583
Si 1.3893 26.0826 20.5218 0.0779 0.0488 0.0474
Si 4.033 23.3584 20.3869 0.0229 -0.0624 -0.0149
Si 1.3693 31.501 20.5767 -0.0348 0.0217 0.0177
Si 4.1157 28.8126 20.5299 0.088 0.0459 0.0218
Si 6.8104 4.126 20.4968 -0.0521 -0.0589 -0.0198
Si 9.5544 1.3897 20.6341 0.0041 -0.0056 0.0535
Si 6.8517 9.5905 20.5049 0.0037 0.0577 0.0185
Si 9.5915 6.8769 20.556 0.0123 0.0785 0.003
Si 6.8262 15.0348 20.5056 -0.025 0.028 0.0696
Si 9.5421 12.3239 20.5518 -0.0187 0.0337 0.0415
Si 6.8098 20.5618 20.3932 -0.0578 -0.0443 0.0062
Si 9.5611 17.7891 20.4219 -0.0169 -0.0119 0.0236
Si 6.8588 26.0513 20.4245 0.0152 0.0626 0.0036
Si 9.5641 23.3751 20.4014 0.0517 -0.0099 -0.0784
Si 6.8533 31.4933 20.6271 0.0371 0.0052 0.0931
Si 9.6031 28.7814 20.5015 0.0166 0.0289 0.0222
Si 12.2354 4.0976 20.6273 -0.0262 -0.0724 -0.0042
Si 15.0124 1.3815 20.591 -0.0129 -0.0175 0.0698
Si 12.2835 9.574 20.5966 -0.0127 -0.0097 0.1075
Si 14.9746 6.8247 20.5158 0.0218 0.0037 0.0365
Si 12.2273 15.0901 20.4629 -0.0324 -0.0465 0.0209
Si 14.9766 12.3059 20.5185 -0.0597 -0.0545 0.0128
Si 12.3113 20.585 20.3968 -0.0353 0.0481 -0.0633
Si 14.9776 17.8951 20.3971 0.0748 0.1005 -0.0251
Si 12.3561 26.1032 20.4773 0.0707 0.0495 0.0143
Si 15.0621 23.3733 20.4075 0.0774 0.0541 0.0437
Si 12.3303 31.4734 20.5914 -0.0041 0.0121 0.0654
Si 15.0495 28.8019 20.5817 -0.0459 -0.0905 0.0204
Si 16.3926 0.037 21.9875 0.1217 0.0025 0.1236
Si 2.7066 2.748 21.8344 0.0028 0.0158 0.0865
Si 16.2972 5.4044 21.8505 0.0213 0.1826 0.0598
Si 2.6395 8.1879 21.7571 -0.0132 0.0271 0.1002
Si 16.2984 10.8929 21.9089 -0.064 0.0991 0.0553
Si 2.6865 13.6845 21.8501 0.0248 0.0109 0.0674
Si 16.3488 16.5242 21.6965 0.0502 0.0055 0.0333
Si 2.7278 19.2739 21.726 -0.0372 0.0089 0.0174
Si 16.3786 22.0186 21.7965 -0.0725 0.0622 0.0005
Si 2.7248 24.666 21.8759 0.0284 -0.0009 0.1331
Si 0.0645 27.4699 21.9302 -0.0148 0.0422 0.0321
Si 2.8175 30.2293 21.9479 0.0397 -0.0148 0.0059
Si 5.4767 0.0982 22.012 -0.0209 -0.0242 -0.031
Si 8.0912 2.7661 21.9427 0.0267 0.1388 -0.0495
Si 5.4867 5.5646 21.8161 0.0019 -0.0851 0.1192
Si 8.2693 8.2952 21.9229 0.0364 -0.1106 0.006
Si 5.4143 10.9842 21.7519 -0.0233 0.0847 0.1346
Si 8.1933 13.6981 21.9478 0.0219 -0.0619 0.1711
Si 5.3896 16.3986 21.8084 0.0241 0.1119 -0.045
Si 8.1524 19.1372 21.7175 0.0441 0.0103 0.0036
Si 5.4286 22.0015 21.6636 -0.0845 0.0757 0.0099
Si 8.232 24.7308 21.8055 -0.063 0.0162 0.1331
Si 5.4839 27.3716 21.803 0.0261 0.0319 0.0434
Si 8.2547 30.0698 21.9498 0.0162 -0.007 0.0576
Si 10.9878 0.0304 21.9959 -0.0485 -0.0365 -0.0155
Si 13.5857 2.6824 21.9912 0.0439 0.0856 0.0634
Si 10.8978 5.5262 22.0003 0.0522 0.0448 0.1393
Si 13.6924 8.1951 21.9707 0.0062 -0.0846 0.0228
Si 10.9063 10.9761 21.9603 0.0763 -0.0886 -0.0017
Si 13.5603 13.7022 21.8143 -0.0877 0.1163 -0.0404
Si 10.9154 16.4827 21.877 0.0706 -0.0415 0.1072
Si 13.6214 19.2366 21.8173 0.0531 -0.1395 0.1429
Si 11.004 22.0518 21.6774 -0.0058 -0.0974 0.0066
Si 13.8009 24.7936 21.8055 -0.1459 -0.0601 0.0446
Si 11.0305 27.4885 21.8627 -0.0505 -0.0831 0.0737
Si 13.6826 30.1283 22.0216 -0.0159 0.0773 0.1286
Si 1.391 1.4418 23.3207 0.1704 -0.0873 0.0522
Si 4.1009 4.1599 23.095 0.0442 -0.0684 -0.221
Si 1.2184 6.8614 23.1246 -0.0758 0.0586 -0.181
Si 4.0256 9.5853 23.0369 -0.1033 0.0883 -0.1911
Si 1.2508 12.3287 23.1748 0.2939 -0.0179 0.0542
Si 4.0077 15.1007 23.2523 -0.0012 -0.1846 0.0872
Si 1.3451 17.8916 23.0224 -0.0498 -0.0502 -0.1652
Si 4.0608 20.7231 23.0584 -0.0598 0.1517 -0.0415
Si 1.2942 23.336 23.2697 0.0337 0.0146 0.0494
Si 4.1912 25.9927 23.2084 0.0745 -0.0511 -0.0329
Si 1.4556 28.8691 23.2682 0.0046 0.062 -0.2046
Si 4.1202 31.6108 23.4459 -0.1229 0.023 0.2691
Si 6.8129 1.4408 23.456 -0.0613 0.1486 0.1347
Si 9.3067 4.2703 23.2651 -0.0893 0.0672 -0.0502
Si 6.8357 6.9608 23.2172 -0.002 -0.0271 -0.1165
Si 9.6342 9.5943 23.4145 -0.0874 0.1617 0.1195
Si 6.6999 12.3092 23.2342 -0.0093 -0.0618 -0.0374
Si 9.6234 15.1028 23.3337 -0.127 0.0236 -0.0858
Si 6.7763 17.7639 23.125 0.074 -0.0521 0.0138
Si 9.5836 20.6199 22.8495 0.1036 -0.1021 -0.1712
Si 6.7433 23.3566 23.0507 -0.1577 0.0391 -0.1423
Si 9.6438 26.1245 23.1556 0.0171 0.1048 -0.2426
Si 6.8233 28.6615 23.2383 -0.0562 -0.0603 -0.0584
Si 9.7049 31.3787 23.3302 0.127 -0.1785 -0.0529
Si 12.2241 1.4084 23.5004 -0.0105 -0.0144 0.1123
Si 14.9775 4.0492 23.3062 0.0278 -0.0439 -0.1849
Si 12.4225 6.7978 23.4041 -0.0309 -0.1845 -0.0115
Si 15.0015 9.5419 23.444 0.0495 -0.0736 0.1415
Si 12.2867 12.3491 23.3164 0.0249 0.0628 -0.1387
Si 14.8418 15.2648 22.9882 -0.0352 0.004 -0.03
Si 12.2887 17.8702 23.2767 0.0241 0.1055 -0.0065
Si 14.9216 20.7305 23.1182 -0.147 0.1767 -0.0452
Si 12.363 23.4524 23.0686 0.1495 0.0428 -0.1422
Si 15.1682 26.0549 23.3258 0.0425 -0.0499 0.032
Si 12.3691 28.7134 23.4352 -0.0329 -0.023 -0.0325
Si 14.9889 31.5483 23.4418 0.0822 -0.0664 0.1661
Si 16.3577 2.7361 24.6708 0.0213 -0.0634 0.2426
Si 2.79 0.3565 24.9439 0.1266 0.2192 -0.1759
Si 0.0091 8.0498 24.7912 0.0343 -0.0164 0.1135
Si 2.6529 5.5003 24.2901 0.0142 -0.0056 0.2805
Si 16.247 13.9584 24.1972 -0.0948 0.013 0.0601
Si 2.6051 10.7741 24.452 0.1638 0.0224 0.129
Si 16.3696 19.328 24.2307 0.1411 -0.0467 0.3068
Si 2.6628 16.6227 24.5108 -0.137 0.1512 0.3144
Si 0.0024 24.6509 24.8209 0.0144 -0.0834 0.3529
Si 2.7089 22.0028 24.5895 -0.0008 -0.2264 0.269
Si 0.2604 30.3607 24.703 -0.1782 -0.0821 -0.194
Si 2.7573 27.3234 24.485 -0.095 -0.0606 0.1892
Si 5.356 3.0368 24.7119 0.0254 0.0025 0.287
Si 8.2926 32.6892 24.6219 -0.0702 -0.0153 0.0536
Si 5.3942 8.3204 24.4348 -0.0359 0.1328 0.3007
Si 8.0098 5.6716 24.7913 -0.0567 -0.0673 0.2589
Si 5.3382 13.704 24.6806 -0.2577 -0.1748 -0.0188
Si 8.0068 10.8965 24.6646 -0.0631 0.0471 0.2834
Si 5.4607 19.3429 24.2731 0.1397 0.0392 0.2003
Si 8.125 16.4392 24.6239 0.0549 0.132 -0.0856
Si 5.5336 24.617 24.6662 0.0418 0.0463 0.201
Si 8.2122 21.9544 24.1115 0.004 -0.1255 0.2151
Si 5.4967 30.0428 24.6266 -0.0705 -0.0008 0.2135
Si 8.2251 27.2963 24.5935 -0.031 -0.0095 0.2411
Si 10.5881 2.8741 24.5507 0.1863 -0.0372 -0.3852
Si 13.6476 0.0745 25.0221 0.0324 -0.0892 0.2073
Si 11.168 8.235 24.7531 0.0607 0.0934 0.1483
Si 13.8134 5.3725 24.8507 -0.1138 -0.0264 -0.0344
Si 11.0835 13.7865 24.7757 -0.2794 -0.3164 0.1855
Si 13.6574 11.056 24.7693 0.1019 -0.013 0.3206
Si 10.8785 19.4521 24.3738 0.0046 0.0798 0.2871
Si 13.679 16.456 24.6918 -0.0311 -0.2156 0.2126
Si 11.0613 24.8074 24.4491 0.1438 0.0173 0.3576
Si 13.592 22.1514 24.567 0.0234 -0.1782 0.2967
Si 11.0446 30.0463 24.9081 -0.1814 0.0429 0.2524
Si 13.8127 27.3167 24.7587 -0.0975 0.0522 0.2025
Si 1.3846 4.2239 25.755 -0.0079 -0.0383 0.1024
Si 3.7563 2.288 26.3131 0.0377 -0.1381 -0.0472
Si 1.8046 9.0299 25.9867 -0.0397 -0.1073 -0.0707
Si 3.9685 6.9099 25.5534 0.022 0.0248 0.2623
Si 1.0346 15.3293 25.6815 0.5955 0.0133 0.0729
Si 4.0877 11.9483 25.8063 0.0801 -0.109 -0.0405
Si 1.4739 20.311 25.7452 0.0965 0.1153 -0.0865
Si 3.9026 18.3143 25.6487 -0.0754 0.0007 0.3204
Si 1.6967 25.8647 26.0258 -0.0471 0.0247 -0.2828
Si 3.857 23.5644 26.0063 -0.0166 0.1051 -0.0078
Si 1.1115 32.0398 26.1315 0.011 0.3166 -0.0979
Si 3.991 28.6788 25.8747 0.3149 -0.1877 -0.0307
Si 6.1348 4.8012 26.1453 0.2119 0.0666 0.0067
Si 9.4827 1.3776 25.9404 -0.2336 -0.054 0.3421
Si 6.3535 9.7977 26.0412 0.3353 -0.143 0.0496
Si 9.75 6.8018 25.9392 -0.0226 0.2467 0.0629
Si 7.158 14.6372 25.8837 -0.1385 0.3691 0.1751
Si 8.5496 12.7321 26.0381 0.0121 -0.5381 0.1808
Si 7.1358 20.464 25.529 -0.0801 -0.0745 0.2385
Si 9.322 18.2394 25.5944 -0.2045 0.1569 0.2528
Si 7.4062 25.48 25.948 -0.0611 0.0302 0.0888
Si 9.5445 23.3436 25.3683 -0.0641 -0.0236 0.4009
Si 7.1737 31.0955 25.9138 -0.0689 0.0213 0.1591
Si 9.2972 28.8203 26.0395 -0.1281 0.0294 0.0996
Si 11.3899 4.1832 26.2766 -0.0445 -0.4426 0.3735
Si 15.256 1.364 26.3303 -0.471 0.3782 -0.2136
Si 12.2431 9.8546 26.4001 -0.2006 0.3945 -0.4214
Si 15.4924 6.2921 26.2262 0.2615 0.0772 0.1993
Si 12.7486 14.6905 26.1819 0.235 0.3757 0.1654
Si 15.1295 12.7068 25.7638 0.1388 -0.1318 -0.1141
Si 11.7088 21.2966 25.7632 -0.2359 -0.0429 0.0297
Si 14.9645 18.1797 25.6655 -0.1394 0.1552 -0.0218
Si 12.6222 25.7672 26.058 -0.0871 -0.0704 -0.1653
Si 14.7667 23.4658 26.2524 -0.0112 -0.0398 -0.2861
Si 12.7158 31.0731 26.4209 -0.176 0.2126 -0.2027
Si 14.875 28.6246 26.4561 -0.1557 -0.0105 -0.0376
Si 5.3892 31.3516 28.2212 0.3016 -0.0121 0.3946
Si 2.5025 30.9391 27.5773 0.0301 -0.3428 0.3474
Si 14.0939 1.7603 31.9783 -0.1611 0.0694 0.2965
Si 1.6044 12.8542 27.01 0.0654 -0.0325 0.1579
Si 8.0201 18.8831 29.6443 -0.0937 -0.0933 0.2605
Si 15.8912 21.2094 28.1825 0.2435 -0.0337 -0.0286
Si 13.3278 18.6473 34.7415 0.0027 -0.0875 -0.1083
Si 0.2686 27.2386 28.548 0.2126 -0.0375 0.2305
Si 4.6212 26.3621 33.2018 0.018 0.178 -0.0901
Si 4.9814 28.2263 28.5434 -0.0128 0.0149 0.1666
Si 5.6702 3.1164 28.6593 -0.1029 0.1202 0.1583
Si 0.1561 7.5272 30.9628 -0.1009 0.0443 0.212
Si 7.2396 9.3429 29.0836 -0.2557 0.117 0.2702
Si 7.2506 13.5174 28.5434 -0.0764 0.0112 0.3645
Si 1.9334 10.624 33.5045 -0.109 -0.0162 -0.0152
Si 5.1461 17.3107 33.3504 0.03 -0.1274 -0.1977
Si 6.785 23.1532 30.2925 0.1762 0.0575 0.2467
Si 6.9716 26.0419 29.0621 0.1664 -0.2328 0.3698
Si 11.0373 27.6068 28.2225 -0.148 -0.1093 0.1039
Si 13.9274 2.8099 28.9827 0.0412 0.1388 0.1545
Si 10.9958 2.6089 27.9587 -0.1188 0.0926 -0.021
Si 14.3974 6.0308 29.1704 -0.0287 -0.05 0.4662
Si 9.9904 8.9251 28.0636 0.0033 -0.0463 0.2386
Si 13.9998 10.3549 29.1355 -0.2126 -0.0866 0.5681
Si 9.3466 14.2278 30.8727 -0.0959 0.0839 0.1195
Si 12.953 13.3566 33.7008 0.003 -0.0716 -0.0477
Si 13.223 19.7637 27.6558 0.0032 -0.1267 0.1173
Si 12.8737 29.5723 31.9004 -0.01 -0.0362 0.2209
Si 16.372 25.4547 30.8529 0.0944 -0.0144 0.0797
Si 5.6527 3.35 33.7875 -0.0384 -0.0737 -0.1886
Si 0.3785 4.6411 34.8949 -0.0705 0.0647 -0.0254
Si 1.65 5.1997 32.2766 -0.0071 0.0666 0.0541
Si 0.7609 9.7677 28.9516 0.1413 -0.0846 0.4813
Si 16.1139 13.8417 36.6802 0.1447 0.1272 -0.3674
Si 0.8767 16.4831 33.7752 0.1366 -0.13 -0.1453
Si 2.8423 17.0593 29.4508 0.1086 -0.3726 0.209
Si 9.509 19.326 32.0456 -0.0836 0.0123 0.0362
Si 5.4279 21.7091 27.9179 0.107 -0.1957 0.0324
Si 3.0937 24.5233 37.0831 0.1769 -0.1296 -0.2172
Si 6.0754 27.3268 35.7509 -0.1507 0.1366 -0.1943
Si 3.1106 1.7521 33.6929 0.0489 -0.0711 -0.1336
Si 8.3355 1.754 28.5919 0.1829 -0.0626 0.1804
Si 2.0041 14.3735 29.5415 0.4767 0.0326 0.4066
Si 8.2027 7.1157 33.6525 -0.0253 0.0431 -0.1477
Si 8.5398 11.2632 35.0142 -0.0357 0.0237 -0.3325
Si 9.9401 13.486 33.6608 0.0065 -0.0072 -0.0851
Si 10.6852 18.1048 28.3111 -0.3417 0.0628 0.1883
Si 0.7943 20.6542 31.0956 0.173 -0.1699 0.1712
Si 9.8833 21.7191 34.0735 -0.1757 0.0848 -0.1824
Si 9.7294 26.3141 30.6745 -0.2247 -0.1473 0.4019
Si 9.1453 32.0541 30.2823 -0.247 -0.0227 0.2873
Si 12.7406 32.0634 33.3475 -0.1086 0.062 0.0302
Si 2.9683 0.2405 36.2184 -0.2057 -0.1506 -0.3245
Si 10.009 0.3714 33.0484 -0.0846 -0.0353 -0.0713
Si 11.8157 30.5408 29.2266 -0.2022 0.1135 0.526
Si 12.2387 8.036 30.1302 0.0122 0.0201 0.3523
Si 16.2768 14.9185 31.4858 -0.1058 -0.0265 0.193
Si 11.6443 15.4089 29.1572 -0.0463 -0.0376 0.4352
Si 0.0723 17.0679 28.0641 0.1943 -0.1366 0.4525
Si 14.7825 20.5489 32.8635 -0.0357 0.0526 0.0747
Si 0.0295 23.0724 32.4844 0.0224 0.1444 0.1237
Si 14.9211 27.4238 32.8664 -0.1136 0.0872 0.1848
Si 0.4237 2.719 32.8013 -0.075 0.0083 0.04
Si 1.445 31.5229 38.1223 -0.0702 -0.1215 -0.1991
Si 0.9857 5.872 37.4104 -0.149 0.0348 -0.3763
Si 6.3731 31.2758 30.9359 0.1682 -0.1669 0.3063
Si 14.5123 12.3174 31.2693 0.0708 0.0908 0.2102
Si 2.628 11.6887 30.6234 0.2392 0.191 0.3234
Si 14.1951 16.7092 30.347 0.0262 -0.133 0.4164
Si 3.381 15.8059 35.2796 -0.0733 -0.0097 -0.3931
Si 11.5153 27.0813 35.7223 0.0769 -0.0864 -0.332
Si 2.5854 18.3094 32.0567 0.0144 -0.1165 0.1432
Si 5.7744 30.8224 34.7047 -0.0661 0.1347 -0.3331
Si 1.8127 25.4036 32.9471 0.0825 -0.0153 0.0198
Si 5.6569 0.4817 33.2271 0.0208 -0.0259 -0.1075
Si 10.1992 29.3277 37.3056 0.0629 -0.1504 -0.4237
Si 6.1748 11.8747 33.3633 -0.0674 0.0789 -0.1436
Si 4.6749 4.7544 31.2275 0.027 0.1221 0.2357
Si 5.702 11.8227 30.357 -0.2273 0.0292 0.2585
Si 6.0375 7.981 35.811 0.1445 0.1331 -0.4167
Si 5.0976 18.869 28.323 -0.0391 -0.1633 0.3082
Si 7.9019 16.8812 31.7688 -0.1519 0.0302 0.1273
Si 6.4301 24.233 32.8451 0.0889 -0.0972 0.0579
Si 7.0829 19.834 38.1105 -0.0151 -0.037 -0.1206
Si 2.3693 30.0886 35.9043 -0.0195 0.0896 -0.4032
Si 4.3038 29.3754 32.2549 0.1532 0.1311 0.0742
Si 12.1799 0.6518 35.9679 -0.0126 0.0829 -0.3126
Si 8.9668 0.8002 35.7315 0.0916 -0.1018 -0.344
Si 4.4998 9.2753 33.3682 0.1105 0.0342 -0.0906
Si 14.8049 6.25 36.2211 0.2852 0.0875 -0.2497
Si 8.6556 15.5065 35.6551 -0.1114 -0.0232 -0.1599
Si 10.9613 8.2418 33.0825 0.0208 0.0017 -0.0169
Si 13.1801 23.5527 36.944 0.1027 0.0147 -0.536
Si 14.9428 11.4716 37.9596 0.0586 0.0291 -0.4784
Si 14.2361 25.8136 35.4736 -0.1114 0.2122 -0.1831
Si 9.1994 23.6964 31.8978 -0.0416 -0.0402 0.1062
Si 10.665 25.1233 37.7905 -0.2124 0.2497 -0.2049
Si 15.4856 9.7713 32.9479 0.1377 -0.0241 0.0634
Si 6.0575 7.5079 31.3118 -0.0857 0.0551 0.1904
Si 2.4427 12.8833 35.682 -0.0148 0.0263 -0.2613
Si 4.0378 6.7391 37.9772 -0.1131 -0.0186 -0.1192
Si 12.5402 18.9871 31.9054 -0.2391 -0.0637 0.0605
Si 4.2346 12.5194 38.0203 -0.0189 -0.0197 -0.2577
Si 0.956 15.4745 38.8538 0.0348 -0.1885 -0.1992
Si 3.5322 17.0097 38.0543 0.2525 0.0497 -0.0443
Si 2.3394 29.1369 29.9512 0.271 -0.0318 0.3405
Si 5.3515 23.1328 35.655 -0.0252 -0.1515 -0.238
Si 4.8976 1.9265 37.8741 -0.2701 -0.0613 -0.2381
Si 0.5938 26.4307 36.8914 -0.0818 0.0586 -0.3731
Si 7.3513 3.392 36.2551 0.1241 0.0554 -0.4138
Si 8.2163 0.5192 38.6533 -0.0543 0.0614 -0.61
Si 8.0151 9.675 37.3215 0.0798 -0.2276 -0.5062
Si 10.5758 5.6681 34.4425 0.0366 -0.104 -0.2286
Si 6.5404 13.359 35.9405 -0.0073 0.0596 -0.4838
Si 9.1861 12.1265 38.6121 0.0156 0.0853 0.0199
Si 7.0771 18.2619 35.5792 0.2017 -0.0982 -0.163
Si 10.5634 14.6815 37.8824 -0.1184 0.2173 -0.3229
Si 5.0238 29.027 36.8924 0.1034 -0.3356 -0.7105
Si 10.4427 28.0995 33.0644 -0.0277 -0.1579 0.0972
Si 8.2464 29.2097 34.9457 0.1184 -0.0317 -0.3314
Si 9.9452 4.9846 37.3077 0.0276 -0.0399 -0.3058
Si 11.9642 2.7766 33.9066 -0.0855 -0.0641 -0.1511
Si 12.8037 4.2861 37.9786 0.0181 0.1687 -0.3936
Si 13.6138 8.8791 36.9665 -0.0195 -0.0822 -0.2434
Si 12.825 10.2654 34.5184 0.016 0.0543 -0.1028
Si 7.4527 21.1244 35.622 -0.0976 0.005 -0.3779
Si 14.5748 15.8805 35.0006 0.0112 -0.0211 -0.1929
Si 12.0114 20.9594 36.3798 0.2019 0.0744 -0.4332
Si 6.0014 25.1085 37.6841 -0.0328 -0.0538 -0.3372
Si 0.8688 28.1311 34.4422 0.0726 0.05 -0.2716
O 15.1418 1.22 39.5634 -0.3194 0.0965 0.3514
O 0.115 31.8585 38.9609 -0.1247 -0.2467 0.2191
O 5.0386 8.4349 34.6299 -0.0006 -0.2752 0.2159
O 3.6468 2.7748 38.536 0.0709 0.127 0.3042
O 13.2448 8.178 38.4029 -0.0204 -0.2171 0.6219
O 13.5362 2.896 38.4283 -0.0873 -0.1754 -0.1077
O 2.5391 6.3583 37.4157 0.2708 0.1936 -0.1466
O 3.7465 7.9882 38.996 0.0766 -0.0036 0.1476
O 12.9488 11.9116 34.501 0.1061 -0.1009 0.051
O 1.5501 9.4688 39.55 -0.2257 -0.2757 0.719
O 3.6074 13.5825 39.0891 -0.3046 -0.0913 0.2481
O 16.288 11.4119 38.872 0.0996 -0.0271 0.1567
O 13.6061 17.1481 35.3917 -0.3592 0.0862 0.0004
O 16.2278 16.6388 38.9675 0.1642 -0.3912 -0.0354
O 2.2344 16.0446 38.0623 -0.2731 -0.3403 -0.0757
O 4.7587 16.5347 39.03 0.2722 0.0537 0.1616
O 1.215 20.3922 39.5181 -0.111 -0.1465 0.2376
O 15.6094 22.4833 39.5297 -0.1577 0.3257 0.1978
O 3.3348 25.2003 0.1393 -0.0061 -0.0618 0.4314
O 1.9055 25.5003 36.5134 0.0127 0.0161 -0.0122
O 0.6896 27.8065 36.023 -0.0373 0.2257 0.3996
O 0.5013 26.8078 38.473 0.0966 -0.0497 0.436
O 3.1272 31.5233 35.6111 0.2394 -0.1506 0.2231
O 2.6355 30.8718 39.0341 0.2721 0.0337 0.0086
O 5.3586 1.0299 39.1528 -0.0294 0.0012 -0.1453
O 7.2789 32.142 39.4021 -0.0864 -0.3601 -0.0236
O 9.0976 3.1911 40.1492 0.1306 0.1105 0.0287
O 8.3931 2.3175 35.603 -0.1232 0.1255 0.1735
O 4.7226 5.5325 38.8385 -0.1132 -0.296 -0.1349
O 6.5259 3.7164 39.6585 0.1524 0.0896 -0.1281
O 8.4077 4.3795 37.0772 -0.1031 -0.0494 0.0113
O 8.4679 8.5079 38.4013 -0.2918 -0.3751 0.5229
O 5.1244 7.0366 36.7844 -0.1091 -0.2997 0.4065
O 6.5488 9.5378 39.895 0.2581 -0.0119 0.1479
O 8.6653 12.8957 39.928 0.2382 -0.2704 -0.2432
O 6.7485 14.9052 39.802 0.1407 -0.3093 0.8631
O 4.0007 16.7518 36.4832 0.2066 0.127 0.2693
O 3.0491 18.492 38.6288 -0.0306 0.1882 0.423
O 10.2872 15.7566 39.067 -0.2545 0.1942 0.1458
O 8.1452 19.1176 39.0835 0.0827 -0.0012 -0.1234
O 4.4104 22.8111 39.5741 -0.043 0.2032 0.0841
O 5.8841 20.5861 38.9337 0.0092 -0.105 0.2174
O 7.2973 30.3734 34.3131 -0.0507 -0.1765 -0.0727
O 4.3781 25.3837 37.6793 -0.1672 0.0432 -0.0435
O 5.072 27.1431 0.2956 -0.02 -0.249 0.3644
O 5.5269 28.8724 38.4244 0.305 0.0435 0.0424
O 8.7901 29.5054 36.4737 0.0537 -0.2427 0.2556
O 12.6389 0.0707 37.4347 0.0311 0.0702 0.2154
O 9.788 0.4387 39.1024 -0.1286 0.1721 -0.0363
O 13.3149 30.5584 38.7075 0.0751 -0.0966 0.1981
O 12.9253 32.432 34.9202 -0.0889 0.1477 0.1361
O 0.2587 5.6957 38.8458 -0.2093 -0.1903 0.2033
O 12.4884 5.0239 39.4109 -0.1593 -0.027 -0.0975
O 9.9895 5.8332 38.7184 0.215 0.3542 0.4507
O 13.843 5.2026 37.0775 -0.2862 -0.3084 0.0435
O 11.2819 3.9816 37.3644 0.0965 -0.1401 0.1146
O 10.5155 11.2544 38.9479 -0.0626 0.2481 0.0463
O 12.1636 9.701 40.1279 -0.123 0.1654 0.217
O 12.0876 14.1327 38.2471 0.2097 -0.0487 0.124
O 13.6857 12.0394 38.836 -0.2721 0.1661 -0.0759
O 10.0555 15.5025 36.5299 0.4077 -0.1927 0.3804
O 10.5052 20.5388 0.1249 0.1047 0.4893 -0.0527
O 14.0987 14.4477 40.0676 0.2097 -0.0619 0.2396
O 13.066 19.7689 39.4436 -0.117 0.3028 -0.2811
O 11.3435 20.925 37.8707 0.0474 -0.1134 0.4921
O 7.824 20.9894 37.2099 0.2103 0.1247 0.3397
O 11.6385 23.8862 37.3988 -0.2901 -0.3042 0.1015
O 14.1083 24.0419 38.1881 -0.0408 0.299 0.2994
O 7.3802 27.8285 34.8899 -0.2672 -0.1722 0.0133
O 6.7345 25.1102 39.1304 0.1694 0.007 0.2962
O 15.0923 28.6566 39.4036 0.2572 -0.0169 0.4058
O 2.4873 3.3511 26.691 0.011 -0.4963 -0.4089
O 0.3891 5.272 26.6257 -0.2509 0.0084 -0.3512
O 5.6011 29.732 28.3622 0.1152 0.1803 -0.0588
O 6.492 31.9274 27.1754 -0.0021 0.071 0.0835
O 0.9634 8.4661 29.9087 -0.0205 0.2224 -0.1886
O 1.5303 5.3214 33.9224 0.1097 0.1573 0.0495
O 2.9686 7.9025 26.464 -0.0519 0.1235 -0.5792
O 1.1963 9.5113 27.4256 0.0307 0.3908 -0.0527
O 2.0858 14.0774 26.0307 -0.1333 -0.0183 -0.0531
O 4.1657 17.9956 29.3335 0.1515 0.3481 0.0786
O 3.0291 12.0432 27.1102 -0.2471 0.2598 0.0214
O 5.2791 10.9829 26.4359 -0.0533 0.3069 -0.1923
O 5.9764 23.1242 31.7265 0.1045 -0.195 -0.2243
O 2.6343 19.2279 26.2734 0.2532 0.2307 -0.4566
O 3.0934 15.4869 29.0121 -0.3675 0.0174 0.0993
O 4.9591 18.026 26.9241 -0.1589 -0.252 -0.0434
O 1.2461 26.7938 27.3141 0.141 -0.1174 0.0191
O 2.7958 24.7342 26.5778 0.2346 -0.0102 -0.2189
O 6.2228 22.0141 29.3078 0.0019 -0.0754 -0.332
O 4.4814 22.9338 27.4127 -0.068 -0.0875 0.1115
O 16.2693 29.1914 25.8329 -0.1023 0.1584 0.155
O 2.0437 30.5039 29.1004 0.1019 0.4003 -0.1261
O 2.8775 29.5875 26.6957 -0.0193 0.0264 -0.0509
O 4.7382 27.6981 27.0102 -0.1082 0.1805 -0.1873
O 6.3911 4.2236 27.6814 0.339 -0.1606 -0.1591
O 4.9587 5.9545 26.5064 0.1698 -0.3138 -0.2212
O 8.2055 1.8249 26.9463 -0.04 0.3334 -0.3365
O 4.6219 2.2083 27.7593 -0.3578 -0.4908 -0.0431
O 6.7123 9.1797 27.5457 0.0571 0.0014 -0.5499
O 10.6405 5.596 26.6589 0.0899 0.02 -0.0698
O 9.239 7.7552 27.1986 -0.2848 0.189 -0.2956
O 8.2379 13.7972 29.7917 -0.1404 0.1767 -0.1506
O 10.1805 12.9966 25.9807 0.2638 0.3493 -0.3549
O 13.2893 10.1453 27.6789 -0.0716 -0.097 -0.2087
O 8.0374 12.403 27.6102 -0.0825 0.223 -0.3988
O 6.5299 21.3777 26.7618 0.0037 -0.1062 -0.0249
O 8.1714 19.3243 26.1821 0.2689 -0.0518 -0.3473
O 10.341 17.6678 26.779 -0.0021 -0.0307 -0.261
O 6.9211 14.8133 27.5768 0.0613 -0.2587 -0.302
O 7.0986 26.0471 27.4526 -0.1575 0.4089 -0.4033
O 8.5101 24.2581 26.3129 -0.133 0.173 -0.3897
O 10.4577 22.2977 26.2845 0.2346 -0.1078 -0.6447
O 8.215 29.9791 26.6044 0.0227 0.178 -0.5716
O 9.6601 27.8962 27.3843 -0.0656 0.1363 -0.3884
O 9.5756 27.2097 32.0261 -0.1912 -0.1078 0.0865
O 10.8595 26.8415 29.6477 0.2048 0.3207 -0.4035
O 13.0093 4.4119 25.9962 -0.0934 0.1135 -0.0172
O 12.3308 2.5316 28.8611 -0.2396 -0.0881 0.1263
O 14.725 2.1524 27.7101 0.0791 -0.1481 -0.4306
O 16.3793 0.266 26.8491 0.7016 -0.6013 -0.0711
O 11.1877 8.2579 28.9255 -0.1048 -0.2331 -0.1892
O 10.7026 10.0599 27.0877 0.0794 0.1582 0.192
O 15.5642 6.4844 30.2137 -0.2415 -0.2501 -0.3052
O 14.7453 6.6515 27.6876 0.3481 0.1077 -0.4372
O 11.9233 15.0152 27.5961 0.2647 0.054 -0.3201
O 14.0473 13.6929 26.6065 -0.2698 0.0761 -0.1705
O 0.1569 12.1707 26.5497 -0.1153 -0.1694 -0.0878
O 11.471 14.0079 33.7628 -0.0966 0.0426 0.183
O 12.3357 21.0566 27.2734 -0.0815 0.2329 0.0377
O 13.6559 19.044 26.248 0.1569 0.2059 0.0276
O 13.9218 14.5867 34.2089 0.0556 0.212 0.1455
O 12.007 26.6717 27.3002 0.1294 0.0903 -0.1027
O 13.6147 24.5911 26.7458 -0.1259 0.0315 -0.151
O 15.3146 22.6729 27.6409 -0.3406 0.0883 -0.3177
O 1.1543 22.0524 31.8707 0.0758 -0.0709 0.0413
O 12.2975 31.5058 27.9937 0.1878 -0.0255 -0.3686
O 14.4326 26.2794 33.9265 0.0508 -0.3055 0.0747
O 15.3373 27.9565 27.9052 -0.2329 0.1011 -0.0544
O 13.8645 29.9017 26.6997 -0.0979 0.1324 -0.2596
O 1.0112 28.1892 29.6975 -0.0281 -0.3962 -0.1408
O 3.9125 31.7829 27.7116 -0.1035 -0.0371 -0.3678
O 0.1222 3.1317 34.3563 -0.1019 0.097 0.1787
O 5.6373 32.0033 29.6854 -0.1658 0.3544 -0.1372
O 8.8533 0.1631 34.208 0.1079 0.1708 0.3159
O 4.3506 0.9375 36.6976 0.3672 0.3274 0.3505
O 6.1896 12.4066 31.8191 0.001 0.1621 -0.157
O 0.9157 13.4525 35.6606 0.0147 0.2224 -0.138
O 0.559 20.8142 27.014 0.1297 0.076 0.1174
O 4.4969 20.3831 28.1658 0.014 0.1449 0.1546
O 11.0436 21.5888 35.2024 -0.028 0.2132 0.3693
O 11.0018 19.13 31.3495 0.2084 0.1842 0.0425
O 13.0993 15.6176 29.8571 -0.1416 -0.1054 -0.0408
O 12.4133 18.3442 33.4106 -0.1593 0.1181 -0.0101
O 15.8801 28.4912 33.6658 0.1186 0.1876 -0.1051
O 15.7651 23.9836 31.2713 0.0221 -0.1102 0.0759
O 1.8394 29.4535 34.4773 0.0883 0.1229 0.1205
O 2.8399 29.6096 31.4786 -0.189 -0.0623 -0.2703
O 11.3541 29.0813 32.1616 0.0314 0.0006 -0.2586
O 3.5883 28.2763 29.3696 -0.0146 -0.3929 -0.2311
O 4.0814 3.004 34.1697 -0.0356 -0.0693 0.0684
O 6.9262 2.2358 29.2548 -0.0671 0.0462 0.182
O 1.9766 11.2983 32.0421 -0.2738 -0.1923 -0.2502
O 1.3157 6.6513 31.6728 0.005 0.0858 0.085
O 8.8633 9.5313 29.0567 0.3314 0.1875 -0.2822
O 2.68 13.3293 30.5888 -0.1891 -0.0055 -0.0577
O 9.8539 12.0647 34.4779 -0.1815 0.0118 -0.0008
O 4.1826 11.2313 30.4543 0.0758 -0.3739 -0.1398
O 1.2689 13.4678 28.4495 -0.0794 -0.1103 -0.2606
O 5.8468 12.9938 29.2227 -0.0103 0.154 -0.3544
O 6.3888 16.7668 32.4137 0.0588 0.0783 -0.1214
O 8.7516 15.5187 31.6633 0.0577 -0.0802 0.0462
O 6.6354 19.1386 28.8266 0.059 0.2286 -0.1093
O 9.7325 20.308 33.2958 0.1622 -0.3243 0.073
O 8.3276 26.3541 29.8821 -0.0825 -0.0388 -0.3215
O 6.4801 24.5813 29.5745 0.0009 0.0771 -0.1686
O 12.905 30.3283 30.4481 -0.0188 0.3585 -0.1933
O 9.3538 0.2494 31.5688 -0.0343 0.1924 -0.1565
O 13.4127 0.319 32.3077 0.0407 0.1315 -0.3532
O 9.6553 2.702 28.9482 0.0345 0.1683 -0.1888
O 10.7664 1.2048 27.0353 -0.1065 0.1727 -0.2426
O 14.2445 2.0802 30.399 0.2951 0.1597 -0.274
O 11.6117 9.6533 33.5953 -0.0401 -0.0351 0.0795
O 12.9988 6.6265 29.797 -0.1173 0.1235 -0.3699
O 6.6754 10.6197 29.9047 0.1155 -0.1459 -0.1195
O 9.321 8.298 33.3064 -0.167 0.2868 -0.1396
O 13.8782 11.8609 29.8188 -0.063 -0.0038 -0.2921
O 13.3224 9.2658 30.1692 0.2066 0.2098 0.0849
O 9.5562 13.1595 32.1007 0.0852 -0.0814 0.0288
O 13.3248 12.9812 32.1591 -0.08 -0.2261 -0.27
O 15.0534 15.9926 31.5413 -0.3032 0.318 -0.057
O 10.7559 16.7721 29.2313 -0.0024 0.1799 -0.1295
O 0.361 21.0852 29.574 -0.3098 0.0495 -0.2197
O 9.3736 18.975 28.7467 0.3738 0.2105 0.0144
O 11.6245 29.0832 28.5394 0.0731 -0.2958 -0.2907
O 16.2284 25.8328 29.2852 -0.0457 -0.2961 -0.239
O 15.6497 26.6272 31.687 -0.0711 -0.1211 -0.0641
O 13.7821 28.2482 32.0764 -0.1946 0.0012 -0.296
O 1.6216 3.8349 39.766 -0.1608 0.4532 0.0126
O 4.0716 0.7028 32.8784 0.1498 0.0029 0.0416
O 6.3688 32.3866 32.1097 0.1611 -0.0967 0.0287
O 0.5083 4.0748 31.8608 -0.0051 0.0378 0.0811
O 1.9093 2.074 32.6614 0.0224 0.1127 -0.1994
O 16.2479 6.8758 36.7712 -0.0319 0.1449 0.1716
O 0.7849 15.2362 30.1868 -0.1243 -0.1134 -0.1761
O 1.6808 10.9854 29.5143 -0.0442 0.0358 -0.2277
O 15.5813 10.098 28.968 -0.0655 -0.0934 -0.3393
O 0.835 15.153 32.7908 0.2182 -0.176 0.0535
O 4.2221 16.0709 33.8915 -0.1189 0.0703 0.0458
O 15.732 16.6921 34.1917 -0.1277 0.3504 0.193
O 0.3387 15.7128 27.1695 0.0209 0.0843 -0.3677
O 13.3317 20.4332 32.0618 0.0469 0.1525 -0.1949
O 2.5921 17.0372 31.0524 -0.2522 0.1031 -0.214
O 1.4939 17.6033 28.6923 -0.2009 -0.0174 -0.1828
O 13.6113 24.3152 35.5585 -0.3037 -0.1919 0.1115
O 14.5857 20.2291 28.4332 0.0406 -0.352 0.2329
O 8.3805 22.925 30.6812 -0.1874 -0.1065 0.1442
O 1.5486 25.4943 31.3292 -0.1321 -0.091 -0.1359
O 5.8883 25.713 32.4252 0.1491 0.0558 0.1188
O 4.2984 27.7676 32.4703 -0.2187 -0.0943 -0.1288
O 4.9666 26.6193 34.7712 -0.0916 -0.1913 0.3659
O 6.383 1.9264 33.405 0.2209 -0.0145 -0.1619
O 5.7345 32.4423 34.6133 -0.1605 0.1304 0.4429
O 4.8714 3.7729 29.938 -0.0057 -0.4176 -0.1425
O 9.4912 29.0695 33.9323 -0.1094 -0.012 0.2573
O 5.0747 8.6358 31.9849 -0.1421 0.1366 -0.241
O 4.9417 10.8327 33.4868 -0.0083 0.1748 -0.1316
O 6.8052 8.0455 29.974 0.3009 -0.0213 -0.3654
O 7.153 7.0314 32.4211 0.1166 -0.256 0.0306
O 7.3619 7.3195 35.0652 -0.128 0.2085 0.0654
O 7.5364 11.0144 33.7309 -0.0303 0.0809 -0.1012
O 10.774 14.373 30.0768 0.1453 -0.2323 -0.1312
O 8.9864 14.666 34.2808 -0.1631 0.1754 0.1109
O 7.6906 19.6473 34.9692 0.0229 0.1846 0.0251
O 4.1238 18.4057 32.6492 -0.1173 0.058 -0.1844
O 8.8505 17.9292 32.6083 0.2107 0.0343 0.2045
O 8.0577 24.3603 32.8717 -0.1438 0.0045 0.0812
O 14.5925 19.6045 34.2149 0.2932 -0.1088 0.0585
O 8.3993 19.8625 30.932 -0.1556 -0.0814 0.0523
O 10.1636 22.8142 32.8836 0.1482 0.2549 -0.078
O 10.1387 24.8119 31.1771 0.1909 0.1285 0.045
O 5.9262 27.2358 29.4057 -0.15 0.0593 -0.0371
O 4.6411 30.1059 33.7099 -0.267 -0.1871 0.1826
O 13.384 30.6073 33.0557 0.2339 0.1129 -0.1122
O 10.4605 31.1911 29.8827 0.2264 -0.0547 -0.2648
O 5.5576 29.9059 31.3238 -0.0788 0.1177 -0.2445
O 2.8742 9.2851 33.4681 0.1371 -0.2405 -0.0618
O 0.9393 4.55 36.4302 0.0697 -0.0479 0.061
O 8.6666 0.2232 29.0715 -0.1462 0.1553 -0.2955
O 15.6571 1.6807 32.4319 -0.0241 -0.2493 0.1735
O 15.1539 10.9806 31.9227 -0.0604 0.0693 -0.1246
O 14.2757 4.4052 29.0895 -0.0446 -0.1922 0.0929
O 12.549 9.7479 36.0584 0.0459 -0.1529 0.093
O 11.4041 8.0071 31.527 -0.0212 0.0705 -0.1141
O 15.7357 13.4013 31.2625 -0.1191 -0.2181 0.1525
O 14.7717 9.9749 37.339 0.242 0.164 -0.0701
O 13.4493 18.0256 30.9457 -0.0605 -0.0378 -0.0377
O 15.9931 18.1371 26.9585 -0.2262 -0.0557 -0.4667
O 15.2364 17.0251 29.1337 0.0529 0.2657 -0.3793
O 5.8642 21.5809 35.4724 0.1443 0.1995 0.0824
O 12.1685 18.7941 28.4641 0.247 0.2062 -0.237
O 15.9425 19.9355 31.877 0.1186 0.0067 -0.1108
O 15.2536 22.1189 33.1695 0.0167 0.0796 -0.0047
O 0.8586 24.1398 33.4645 -0.1666 0.0492 0.039
O 11.2956 27.1401 34.0948 -0.0867 -0.269 0.1563
O 5.585 30.4384 36.2749 -0.127 0.1167 0.3164
O 11.1263 31.9879 33.0978 -0.0289 -0.0225 0.1816
O 15.748 8.4065 32.0873 -0.2392 -0.1171 -0.006
O 2.3748 1.1453 35.0099 0.161 -0.0984 0.1275
O 1.9431 0.1458 37.4801 0.2443 0.2356 0.2248
O 15.3231 5.4367 34.8799 -0.192 -0.2343 0.1344
O 14.2282 9.6192 33.9621 -0.0055 -0.025 0.1613
O 4.7997 11.2541 38.8789 -0.0285 0.0046 0.3918
O 5.6385 4.3033 32.4763 0.0747 -0.1911 -0.1942
O 0.4088 10.1513 33.8294 0.0955 -0.0539 -0.0462
O 1.531 14.9209 0.1283 -0.1605 0.2462 -0.1315
O 2.4774 11.7381 34.5412 0.0906 -0.1758 0.2627
O 2.9958 12.1202 37.0242 0.027 -0.0173 0.287
O 15.2765 15.1803 36.2888 0.1195 0.0287 0.4045
O 1.454 17.8856 33.1589 -0.0638 0.0776 -0.1217
O 5.4578 13.1385 37.1273 0.0585 -0.2008 0.4494
O 1.8053 16.1835 35.0696 -0.1582 0.0369 -0.0161
O 1.4638 26.8082 33.7036 -0.1553 -0.0439 0.1664
O 11.3811 26.1537 38.8625 -0.04 0.2059 0.2486
O 7.7512 17.3859 30.2319 0.1781 0.1178 -0.3604
O 0.378 14.1555 38.1183 -0.0745 0.0657 0.4281
O 15.6163 25.7608 36.3303 0.0631 -0.2018 0.0256
O 2.3735 23.7272 38.3174 0.0098 -0.3946 0.1154
O 3.414 25.2557 33.1472 -0.0066 0.0905 -0.119
O 3.7593 23.4768 35.963 -0.0928 -0.1575 0.2752
O 1.1192 30.4737 36.8995 -0.0466 -0.2053 0.1744
O 6.5112 4.0637 34.9929 -0.0793 -0.0041 0.1011
O 8.1578 0.175 37.0137 -0.1391 -0.0939 0.3036
O 10.879 30.7793 37.5633 -0.2623 0.3967 -0.0622
O 8.9308 9.9626 35.9448 0.0322 0.0882 0.3699
O 5.9466 13.1371 34.4013 0.1991 -0.091 0.0268
O 5.1364 6.2582 30.8352 -0.1138 0.0695 -0.0682
O 3.1235 4.7533 31.7424 0.0485 -0.308 -0.0996
O 3.4267 14.1816 35.4773 -0.0757 -0.1043 0.0174
O 7.7068 12.2436 36.0039 -0.0765 -0.0091 0.0801
O 8.0305 11.0699 38.1764 -0.0786 0.3324 0.0113
O 6.5473 9.2514 36.7117 0.1486 0.349 0.3724
O 5.786 17.9716 34.6673 0.007 0.0573 0.1616
O 2.103 19.6665 31.2619 0.0363 0.2541 0.0333
O 7.2651 14.8045 36.2106 -0.1866 -0.2339 0.3928
O 8.2041 17.075 35.4773 0.0004 -0.1756 -0.0555
O 5.7902 23.8596 34.2739 0.1245 0.322 0.2587
O 6.2313 23.6785 36.9235 0.1211 0.1944 0.1299
O 6.562 18.6316 37.0995 0.0389 0.0537 0.1874
O 6.1601 2.7514 37.1945 -0.2319 -0.2896 0.3985
O 3.3943 29.0384 36.6509 0.0506 0.1381 0.0269
O 12.5212 19.4855 35.8892 -0.0108 0.1768 0.2066
O 11.2463 28.5476 36.3408 0.1144 0.091 0.0412
O 12.5381 2.1486 35.3313 0.1781 0.0852 0.1522
O 10.5548 0.6795 36.0481 0.0652 0.2018 0.2232
O 13.9675 7.6166 35.9806 -0.1894 0.0518 -0.0952
O 7.9479 30.9641 30.6111 -0.0094 0.085 0.0572
O 11.3326 4.2577 34.1481 0.1733 0.1428 -0.0219
O 10.3013 5.9355 36.0305 0.1021 0.2304 0.2908
O 13.1974 2.8729 32.8144 0.0548 0.1613 -0.2099
O 10.7739 1.8128 33.2853 -0.1096 0.2734 0.1631
O 9.6551 13.3366 37.634 -0.1481 -0.2645 0.151
O 11.4896 6.9114 33.8937 0.0785 -0.0462 -0.0287
O 9.087 5.7253 33.7318 -0.1249 -0.1094 -0.0511
O 13.292 21.9744 36.5464 0.1695 -0.0852 0.3263
O 8.4774 22.1204 34.8318 -0.241 0.0925 -0.0622
O 15.1496 12.5437 36.7448 -0.2561 -0.2726 -0.007
O 13.0803 26.7887 36.0999 -0.072 -0.0779 0.2218
O 6.716 26.2639 36.8031 0.279 -0.2459 0.2336
O 9.2857 24.514 38.4651 -0.0768 -0.2787 0.3097
O 10.0058 28.4839 38.7079 -0.2034 0.0825 0.5308
O 10.4754 25.9905 36.3907 0.0256 -0.2882 0.2035
Si 0.018 32.7262 5.3806 -0.0256 0.059 -0.0408
Si 2.7093 2.6972 5.4839 0.0267 -0.0183 0.0204
Si 16.3845 5.4063 5.4306 0.0042 -0.0357 -0.0505
Si 2.7138 8.133 5.4947 -0.0085 -0.0072 -0.0168
Si 16.3537 10.8822 5.4807 -0.0161 0.0071 -0.01
Si 2.6081 13.6637 5.5764 -0.0861 -0.0759 0.0332
Si 16.3491 16.3375 5.553 -0.0812 -0.0446 -0.0607
Si 2.7403 19.1171 5.6102 0.0336 0.0333 -0.0014
Si 16.396 21.8989 5.4519 0.0618 -0.008 -0.0201
Si 2.8092 24.5695 5.3509 -0.0177 0.0196 -0.0189
Si 0.021 27.267 5.3344 -0.0024 -0.0024 -0.0418
Si 2.7857 30.028 5.3849 0.0137 0.0551 -0.0707
Si 5.4921 32.7986 5.526 0.0037 -0.0262 0.0529
Si 8.2772 2.6944 5.4212 0.0133 -0.0276 0.0303
Si 5.5147 5.4071 5.5061 0.0062 0.0761 0.0087
Si 8.1931 8.1188 5.5082 -0.0184 -0.0083 -0.0518
Si 5.4323 10.8178 5.5918 -0.0056 -0.0371 0.0394
Si 8.1797 13.5847 5.6419 0.0197 0.0347 0.0203
Si 5.3762 16.3931 5.6437 -0.1004 -0.0307 0.0446
Si 8.1488 19.1767 5.5516 0.0738 -0.044 -0.014
Si 5.5203 21.8575 5.4332 0.0697 0.0636 -0.0684
Si 8.2764 24.5808 5.2989 -0.0088 0.1158 -0.0981
Si 5.508 27.2845 5.3551 -0.0242 -0.0236 0.0073
Si 8.3029 29.9853 5.4491 -0.0099 0.0182 0.0127
Si 10.992 32.7251 5.42 0.0009 -0.0011 -0.0048
Si 13.715 2.6785 5.3828 -0.0112 0.0102 -0.0689
Si 10.9734 5.3911 5.407 -0.0437 0.0045 -0.0598
Si 13.6471 8.1642 5.3964 0.0135 0.0178 -0.0482
Si 10.9323 10.8839 5.5014 0.0239 0.0126 -0.0102
Si 13.6593 13.5922 5.548 -0.0295 -0.0081 -0.0465
Si 10.9018 16.3529 5.6433 -0.0465 -0.0343 -0.0228
Si 13.6765 19.1129 5.5346 -0.036 0.0451 -0.0335
Si 10.9315 21.8917 5.4166 0.062 -0.0203 -0.0208
Si 13.685 24.5567 5.3231 0.0376 -0.0351 -0.0973
Si 11.0109 27.1949 5.3219 -0.1557 -0.0099 -0.1102
Si 13.714 29.9434 5.3141 -0.0479 0.0109 -0.0627
Si 1.3421 1.3018 6.8011 0.0109 0.0319 -0.006
Si 4.103 4.0538 6.8414 0.02 -0.0248 -0.0302
Si 1.3389 6.7611 6.8316 0.0354 0.0036 -0.007
Si 4.046 9.4753 6.9205 0.0235 0.042 -0.0039
Si 1.2857 12.2416 6.9027 -0.0105 0.0736 -0.0096
Si 4.0048 14.9997 6.9545 -0.0094 0.0852 -0.0407
Si 1.3321 17.7319 6.9048 -0.0024 -0.0012 -0.0405
Si 4.1417 20.5314 6.8658 -0.025 -0.0386 -0.0186
Si 1.4072 23.2597 6.7705 -0.0505 -0.0084 0.0059
Si 4.1323 25.952 6.7474 0.0116 0.0127 0.0144
Si 1.3812 28.6567 6.7199 0.0379 0.0058 -0.0007
Si 4.1131 31.3896 6.8127 0.0303 -0.0225 -0.0055
Si 6.888 1.3684 6.8298 -0.0645 0.0231 -0.0295
Si 9.6156 4.0527 6.8122 0.024 -0.0396 -0.0122
Si 6.8406 6.7748 6.8898 -0.0068 -0.0177 0.0186
Si 9.5643 9.5025 6.8577 0.0277 -0.0048 -0.0303
Si 6.7901 12.2082 6.9461 0.0721 -0.0266 -0.0026
Si 9.5341 14.9829 6.9749 0.0254 0.0093 0.0202
Si 6.795 17.7872 6.9245 0.0332 -0.0003 -0.0473
Si 9.5687 20.5527 6.8391 -0.1145 0.0348 0.0177
Si 6.9027 23.2547 6.7488 -0.0406 -0.0681 -0.0229
Si 9.6083 25.9218 6.7343 0.0442 -0.0529 -0.0069
Si 6.8703 28.6439 6.7626 0.0387 -0.0164 -0.0084
Si 9.6239 31.387 6.809 -0.0069 0.033 0.0042
Si 12.3502 1.3146 6.7663 0.0143 -0.0687 0.0109
Si 15.0322 4.0445 6.7984 0.0119 -0.0093 0.0069
Si 12.2996 6.7916 6.7879 0.0026 -0.0024 -0.0375
Si 14.9911 9.505 6.8307 0.0129 0.0265 -0.0303
Si 12.282 12.2377 6.8979 -0.0098 -0.0028 -0.0128
Si 14.9974 14.9762 6.9215 0.0565 0.0161 -0.0088
Si 12.2945 17.7679 6.9156 -0.0222 0.0138 0.0173
Si 15.0519 20.5186 6.8443 0.0176 -0.0711 0.0055
Si 12.3258 23.2414 6.767 0.0213 -0.0578 -0.0092
Si 15.0401 25.9343 6.7194 0.0108 0.0251 -0.0051
Si 12.3362 28.6147 6.708 0.0577 0.0028 -0.0258
Si 15.0428 31.3479 6.7226 0.0806 -0.0221 -0.019
Si 16.3948 2.6823 8.1726 -0.0085 -0.0234 0.0136
Si 2.7362 32.7638 8.164 -0.0061 -0.0024 0.0221
Si 16.3768 8.1449 8.1948 0.0121 0.0252 -0.0008
Si 2.7233 5.4152 8.2031 -0.0031 0.0003 0.0062
Si 16.357 13.6163 8.2833 -0.0459 -0.0445 0.017
Si 2.6843 10.882 8.2489 0.0193 0.0114 0.0084
Si 16.3923 19.1483 8.2314 0.0109 0.0127 0.0049
Si 2.678 16.3911 8.3021 -0.0117 -0.0574 0.015
Si 0.0176 24.6157 8.1286 0.0169 -0.0118 -0.0039
Si 2.7454 21.9043 8.1847 0.0096 -0.0151 -0.0069
Si 0.0245 30.0251 8.1122 -0.0165 0.0145 -0.0035
Si 2.7554 27.3202 8.1164 -0.016 -0.0056 -0.0246
Si 5.4896 2.7041 8.1973 0.0209 0.0201 0.0302
Si 8.2455 32.7705 8.1642 -0.0223 -0.0368 0.0139
Si 5.452 8.1272 8.2535 -0.0095 -0.009 0.0068
Si 8.2357 5.4044 8.2063 -0.0278 0.0159 0.0077
Si 5.4155 13.6184 8.2663 -0.0099 -0.0011 0.0039
Si 8.2 10.8538 8.2601 -0.0416 0.0302 0.003
Si 5.4556 19.1688 8.272 0.0288 0.0041 0.0094
Si 8.1641 16.3994 8.2725 -0.0104 -0.0262 0.0074
Si 5.5105 24.6073 8.1271 -0.0048 0.0226 -0.0228
Si 8.2114 21.9158 8.1969 0.0779 0.0065 0.0003
Si 5.507 30.0246 8.1437 -0.0479 0.0101 0.0065
Si 8.2476 27.2944 8.1257 -0.0431 0.0299 0.0016
Si 10.9818 2.6768 8.1606 -0.0469 0.0108 -0.0056
Si 13.7064 32.7393 8.1235 -0.0182 0.0482 -0.0076
Si 10.9413 8.1346 8.2013 -0.0338 0.0081 0.0097
Si 13.6679 5.4253 8.1631 -0.0059 -0.0048 0.0053
Si 10.9319 13.6125 8.28 -0.0063 0.0388 0.0185
Si 13.6507 10.8642 8.2391 -0.0439 -0.0154 0.006
Si 10.9156 19.1687 8.2254 0.0263 -0.0333 -0.0356
Si 13.6524 16.3848 8.2666 0.0089 0.0089 -0.0182
Si 10.9631 24.5993 8.1484 -0.023 0.003 -0.0094
Si 13.6681 21.8891 8.1793 -0.0215 -0.0259 -0.0102
Si 10.9992 30.0022 8.1252 -0.0488 0.0439 0.0105
Si 13.6989 27.3022 8.1175 0.002 0.0203 0.0169
Si 1.3526 4.0473 9.5566 0.0337 -0.0114 -0.0007
Si 4.1028 1.3325 9.5376 0.0279 -0.0131 0.0067
Si 1.3225 9.5078 9.5975 0.0101 0.0203 -0.0132
Si 4.0755 6.7704 9.5993 0.0182 0.0148 0.011
Si 1.3177 15.0033 9.6374 0.0209 0.0144 0.0005
Si 4.0523 12.2496 9.6205 0.0116 0.0072 0.0003
Si 1.3739 20.5347 9.5608 0.0189 -0.0404 0.0079
Si 4.0748 17.7845 9.6119 -0.0167 0.013 0.0058
Si 1.3786 25.9855 9.5041 -0.0134 0.0174 0.0122
Si 4.128 23.2742 9.529 -0.0098 -0.0202 -0.003
Si 1.3621 31.4027 9.5149 0.0222 0.018 0.0056
Si 4.1131 28.6876 9.5058 0.0322 0.0034 0.0047
Si 6.8464 4.0652 9.574 -0.0135 -0.0069 0.0007
Si 9.5983 1.3355 9.5373 0.0187 -0.0079 0.0012
Si 6.8159 9.502 9.6136 0.0104 0.006 0.0019
Si 9.5757 6.7824 9.579 0.0097 -0.0161 -0.006
Si 6.7916 15.0116 9.6097 -0.004 0.0282 0.0099
Si 9.5501 12.246 9.6194 0.0188 -0.0118 0.008
Si 6.8464 20.5521 9.5831 -0.0172 -0.0281 0.0028
Si 9.5525 17.7886 9.5939 -0.0191 0.0042 0.007
Si 6.8609 25.9732 9.5158 0.0222 -0.0194 -0.0002
Si 9.5898 23.272 9.5496 -0.0114 -0.0356 0.0143
Si 6.855 31.4137 9.5172 0.0142 0.0125 0.0058
Si 9.5974 28.6814 9.5024 0.0078 -0.0033 -0.0143
Si 12.3121 4.0614 9.5433 0.0018 -0.0079 -0.0072
Si 15.033 1.3144 9.5284 0.0385 -0.0022 0.0075
Si 12.282 9.5028 9.5943 0.0248 0.0136 -0.0115
Si 15.0174 6.7811 9.5637 0.0175 -0.001 -0.0113
Si 12.2854 15.0131 9.6219 -0.0096 -0.0038 0.0142
Si 14.9931 12.2419 9.623 0.0271 0.043 0.0026
Si 12.2998 20.5362 9.5683 -0.0125 0.0008 0.0122
Si 15.0234 17.7793 9.5999 -0.0067 -0.0109 0.0077
Si 12.3203 25.9779 9.5129 0.0011 -0.0042 -0.001
Si 15.0495 23.2658 9.5237 0.0206 -0.0313 -0.0071
Si 12.3308 31.3983 9.505 0.035 -0.024 0.0003
Si 15.051 28.6863 9.4943 0.0195 0.0001 -0.0037
Si 0.0099 32.7765 10.899 -0.0102 0.0113 0.0066
Si 2.7367 2.6963 10.9202 -0.0076 0.0131 0.0097
Si 16.3928 5.4205 10.9302 -0.0025 0.0046 -0.0005
Si 2.7094 8.1518 10.9571 0.0045 0.0036 0.0049
Si 16.3744 10.884 10.9742 -0.0142 -0.004 0.0032
Si 2.6994 13.6367 10.981 -0.0008 0.0119 0.0053
Si 16.3718 16.4047 10.9756 -0.0019 -0.0072 -0.0002
Si 2.7173 19.1704 10.9538 0.0048 -0.0009 0.0005
Si 0.0019 21.9083 10.9134 -0.0062 -0.0097 -0.0076
Si 2.7512 24.6415 10.8894 0.005 -0.0045 -0.0092
Si 0.0205 27.354 10.8812 0.0009 -0.0024 -0.0072
Si 2.7524 30.0639 10.8812 -0.0135 -0.0012 -0.0019
Si 5.4866 32.7822 10.8957 -0.0353 -0.0099 0.0137
Si 8.224 2.6967 10.9192 -0.0302 0.0044 0.011
Si 5.467 5.4195 10.9503 -0.0057 0.0092 0.014
Si 8.1998 8.1403 10.9573 -0.0258 0.0047 0.0043
Si 5.4438 10.8862 10.9649 0.0021 0.0215 0.01
Si 8.1762 13.6401 10.9586 -0.0053 0.0046 0.0013
Si 5.4379 16.4023 10.9643 0.0044 -0.0178 0.002
Si 8.1936 19.1687 10.9496 0.0194 0.0025 -0.0023
Si 5.4719 21.9191 10.9311 -0.005 -0.0177 -0.0116
Si 8.2209 24.6363 10.9137 0.001 -0.0016 -0.0055
Si 5.4918 27.3474 10.8834 -0.0219 0.0003 -0.0015
Si 8.2339 30.0605 10.8803 -0.0204 0.0162 0.0066
Si 10.9674 32.7722 10.8901 -0.0461 0.0126 0.0033
Si 13.6766 2.6928 10.906 -0.0241 0.0021 0.0011
Si 10.9457 5.4173 10.9331 -0.0217 0.0103 0.0053
Si 13.6595 8.1448 10.9508 -0.0198 0.004 0.0035
Si 10.9236 10.879 10.9675 -0.0298 0.0128 0.0028
Si 13.646 13.6379 10.978 -0.0096 -0.0069 0.005
Si 10.9153 16.4079 10.9553 0.0073 0.001 0.002
Si 13.6547 19.1632 10.9432 -0.0031 -0.0182 -0.0082
Si 10.9383 21.9078 10.9304 -0.0039 -0.0067 -0.0081
Si 13.6852 24.6331 10.8963 -0.0037 0.0017 -0.0098
Si 10.961 27.3462 10.8931 -0.0106 0.0044 0.0013
Si 13.6997 30.0583 10.8843 -0.0036 0.027 0.0008
Si 1.362 1.3413 12.2856 0.025 -0.0098 0.0039
Si 4.0901 4.0621 12.3096 0.02 -0.0091 0.0005
Si 1.3425 6.7876 12.3189 0.0166 0.0113 -0.0078
Si 4.0725 9.5253 12.329 0.0119 0.0067 -0.0013
Si 1.3313 12.2673 12.3368 0.019 0.007 -0.0002
Si 4.0694 15.0274 12.3219 -0.0025 0.0024 0.0032
Si 1.3476 17.7917 12.3104 0.0091 0.0004 0.0082
Si 4.0984 20.549 12.2931 0.0094 -0.0069 0.0053
Si 1.3751 23.2874 12.2659 0.009 -0.0247 -0.0067
Si 4.1135 26.0103 12.2642 0.0076 -0.0056 -0.0035
Si 1.3764 28.7263 12.2585 0.0122 0.0022 0.0004
Si 4.1068 31.436 12.2642 0.0208 0.0107 0.0028
Si 6.8402 1.3469 12.2823 0.0234 -0.0019 -0.0012
Si 9.5691 4.0681 12.3027 0.0098 0.0036 -0.0033
Si 6.8232 6.7904 12.3242 -0.0026 0.0013 0.0024
Si 9.5498 9.52 12.3261 0.0021 0.0003 -0.001
Si 6.8072 12.2711 12.3207 -0.0058 0.0071 0.0007
Si 9.5442 15.0291 12.3087 -0.0056 0.0129 -0.0001
Si 6.818 17.7891 12.3012 -0.0073 -0.0025 0.0025
Si 9.5667 20.5438 12.2988 0.0002 -0.0234 0.0078
Si 6.8445 23.2868 12.289 0.0084 -0.0068 0.0006
Si 9.5821 26.0121 12.2773 -0.0001 -0.0037 0.0016
Si 6.8491 28.7245 12.2593 0.009 -0.0078 -0.0032
Si 9.582 31.4371 12.2647 0.0272 -0.0067 -0.0016
Si 12.3042 1.3451 12.28 0.0248 0.0092 -0.0039
Si 15.0234 4.0601 12.2958 0.0246 -0.0074 -0.0071
Si 12.2908 6.7869 12.3164 0.0187 -0.0067 -0.0038
Si 15.0074 9.5193 12.3313 0.0221 0.0164 -0.0039
Si 12.2754 12.267 12.3277 -0.0025 0.0129 0.005
Si 15.0069 15.0267 12.3294 0.0024 0.0097 0.0128
Si 12.2861 17.7888 12.3071 -0.0035 -0.0005 0.0057
Si 15.0302 20.5459 12.2874 0.0051 -0.0141 -0.0035
Si 12.3088 23.2874 12.2775 0.0004 -0.0272 -0.0011
Si 15.0465 26.0133 12.2579 0.0154 -0.0049 -0.0046
Si 12.3162 28.7266 12.2633 0.0049 -0.0045 -0.0038
Si 15.0402 31.4346 12.2734 0.0241 -0.0002 0.0023
Si 16.3958 2.706 13.6652 -0.0039 0.0259 0.0004
Si 2.7463 32.7992 13.6511 -0.0035 -0.0028 0.0039
Si 16.3812 8.1579 13.6916 -0.0016 -0.0062 0.003
Si 2.7215 5.4317 13.6845 -0.0052 0.0124 0.0043
Si 16.3726 13.656 13.6909 0.0047 0.0074 0.0053
Si 2.7073 10.9035 13.6938 -0.0066 0.0085 0.0011
Si 16.3854 19.1732 13.6598 -0.0027 -0.0065 -0.006
Si 2.7077 16.4144 13.673 0 -0.0012 0.0012
Si 0.0142 24.6663 13.6298 -0.0163 -0.0001 -0.0101
Si 2.7337 21.9276 13.6458 -0.004 -0.0158 -0.0109
Si 0.0205 30.0948 13.641 -0.0101 0.0015 0.0022
Si 2.7541 27.3872 13.6321 -0.0049 -0.0096 -0.002
Si 5.4747 2.7088 13.6691 -0.0238 0.0106 0.0066
Si 8.2194 32.8039 13.65 -0.0337 0.005 0.0099
Si 5.4552 8.1664 13.6891 -0.0015 0.0016 0.0036
Si 8.2013 5.4316 13.6828 -0.0205 0.0078 0.0055
Si 5.4408 13.6541 13.6752 -0.0016 0.0203 -0.0032
Si 8.1819 10.9034 13.6797 -0.0019 0.009 0.0057
Si 5.4565 19.1709 13.6569 -0.0051 0.0017 -0.0069
Si 8.1807 16.4129 13.6622 -0.0011 0.0046 -0.0023
Si 5.4809 24.6645 13.6471 -0.0118 -0.019 -0.009
Si 8.2031 21.9183 13.6595 -0.0013 -0.0126 -0.0072
Si 5.4874 30.0961 13.638 -0.0263 0.0042 0.0007
Si 8.2201 27.3865 13.6458 -0.0091 -0.0036 -0.0011
Si 10.9399 2.7089 13.6644 -0.0334 0.0044 0.007
Si 13.6774 32.8035 13.6529 -0.0204 0.0098 0.0036
Si 10.9241 8.1593 13.6848 -0.0184 0.0116 0.0033
Si 13.6594 5.4237 13.6778 -0.0142 0.0052 0.0051
Si 10.9102 13.6562 13.6731 -0.0057 -0.0077 0.0037
Si 13.6435 10.9019 13.6891 -0.0001 0.0097 0.0019
Si 10.9245 19.1705 13.6631 -0.0033 0.0002 -0.0067
Si 13.6422 16.412 13.6766 -0.0013 -0.0056 -0.001
Si 10.9504 24.6597 13.6498 -0.0064 -0.0062 -0.0072
Si 13.6686 21.9256 13.6471 -0.008 0.0032 -0.01
Si 10.9571 30.099 13.6426 -0.0281 0.0026 0.0017
Si 13.6908 27.3837 13.6359 -0.0058 -0.0102 -0.0044
Si 1.3416 4.0754 15.049 0.014 -0.0189 -0.0085
Si 4.1001 1.3579 15.0394 0.0067 -0.0053 -0.0037
Si 1.3341 9.5405 15.0572 0.018 0.0078 -0.0056
Si 4.084 6.807 15.0569 0.0096 0.0132 -0.0072
Si 1.3373 15.0452 15.0383 0.0169 0.0152 0.0036
Si 4.0727 12.2908 15.0453 0.0134 0.0108 -0.0015
Si 1.3569 20.559 15.0012 0.0127 -0.0015 -0.0012
Si 4.0828 17.7985 15.0141 0.0114 0.0057 0.0005
Si 1.3737 26.0445 14.9975 0.0191 -0.0085 -0.0021
Si 4.101 23.3058 15.0041 0.0219 -0.0011 -0.0011
Si 1.3736 31.4573 15.0299 0.0098 0.0065 0.0032
Si 4.1083 28.7579 15.0139 0.017 -0.011 -0.0054
Si 6.8306 4.0763 15.0533 0.0001 0.0014 -0.0031
Si 9.5681 1.3655 15.043 0.0276 0.0175 -0.0027
Si 6.8168 9.5455 15.0555 -0.012 0.0022 0.0003
Si 9.5559 6.806 15.057 -0.0028 -0.0086 0.0006
Si 6.8109 15.0381 15.0197 -0.0108 -0.0108 0.0027
Si 9.5455 12.285 15.0347 -0.0117 0.009 -0.002
Si 6.8272 20.5454 15.0143 -0.0073 -0.016 -0.0008
Si 9.5498 17.7937 15.0155 -0.0021 0.0014 0.0025
Si 6.8412 26.0407 15.0174 0.0172 -0.0023 0.0026
Si 9.5715 23.3011 15.0122 -0.0052 -0.0198 -0.0007
Si 6.8427 31.4623 15.0255 0.0184 -0.0015 -0.0054
Si 9.5794 28.7625 15.0182 0.031 0.0008 -0.0049
Si 12.2865 4.0742 15.0526 0.0221 0.0067 -0.0065
Si 15.0237 1.3609 15.046 0.0145 -0.0013 0.0055
Si 12.2756 9.5386 15.0527 -0.0035 0.0003 0.0021
Si 15.0074 6.7981 15.0544 0.0252 0.0059 -0.0079
Si 12.2728 15.0353 15.0347 -0.0079 0.0042 0.006
Si 14.9959 12.2897 15.0493 0.0051 -0.0084 0.0024
Si 12.2926 20.5597 15.0079 0.0029 -0.0111 -0.0023
Si 15.0148 17.7979 15.0204 -0.0004 -0.0029 0.0024
Si 12.3163 26.0409 15.0092 0.0031 -0.0021 0.003
Si 15.0343 23.317 14.9919 0.0233 -0.0291 -0.0077
Si 12.303 31.4686 15.0342 0.0249 0.0004 0.0013
Si 15.0443 28.7582 15.013 0.0207 -0.0081 -0.0029

Results
total energy: -236496.606 eV
total energy less fixed offsets of O -438.35, Si -107.03 eV per atom: 11.094 eV
